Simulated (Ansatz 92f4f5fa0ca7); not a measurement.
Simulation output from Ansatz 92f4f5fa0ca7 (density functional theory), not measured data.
Periodic cell of 237 atoms, Si146O90B1, from a study of silicon, its oxide and their interface. The atomic structure is a simulated model.
Doubt: the cutoff is far below the 930 eV that the study's wrapper takes by default for these files, so forces and energies are approximate.

Settings
functional: PBE
potential files: Ansatz PAW
basis: plane waves
wave-function cutoff: 580 eV
density cutoff ratio: 5
exchange-correlation grid ratio: 1
k mesh: 1 x 1 x 1, Gamma-centred
self-consistency stop: 5e-08 eV per atom in the density residual
occupations: fixed
spin: none
net charge: -1 e, with a uniform compensating background and no finite-size correction

Cell vectors (angstrom)
a  11.6015  0  0
b  0  10.938  0
c  0  0  32.0622

Atoms: element, x, y, z (angstrom)
Si  -0.1926  -0.0611  23.2934
Si  3.6719  0.2013  23.1202
Si  7.553  -0.1342  23.4674
Si  1.6902  1.3799  23.4294
Si  5.7354  1.4069  23.2071
Si  9.4433  1.2291  23.3775
Si  0.1596  5.3128  23.478
Si  4.1242  5.2943  23.4138
Si  8.0337  5.609  23.5679
Si  2.1595  6.5803  23.3921
Si  5.9678  6.7687  23.5003
Si  10.0099  6.8686  23.6218
Si  1.9042  2.663  25.4026
Si  5.8331  2.6542  25.273
Si  9.6303  2.6844  25.282
Si  11.598  4.0083  25.4073
Si  3.8942  3.9751  25.3454
Si  7.7443  4.0957  25.3689
Si  1.9737  8.1495  25.2184
Si  5.7757  8.1673  25.3862
Si  9.7126  8.2628  25.4574
Si  11.6393  9.5653  25.284
Si  3.8659  9.5896  25.0915
Si  7.6916  9.5223  25.4309
Si  11.6475  -0.0149  27.2371
Si  3.9011  -0.0564  27.1457
Si  7.7592  -0.0229  27.318
Si  1.9838  1.3119  27.3073
Si  5.8297  1.3212  27.2264
Si  9.694  1.3315  27.2338
Si  11.5908  5.4713  27.2653
Si  3.8462  5.4232  27.2444
Si  7.7145  5.4638  27.2956
Si  1.9364  6.827  27.2124
Si  5.7614  6.8019  27.3012
Si  9.6544  6.8228  27.3201
Si  1.9417  2.7194  29.2117
Si  5.7938  2.7201  29.1557
Si  9.6786  2.7248  29.1719
Si  0.0117  4.0969  29.1915
Si  3.8627  4.0924  29.1993
Si  7.7331  4.0851  29.2095
Si  1.9386  8.1839  29.1782
Si  5.7954  8.1831  29.2182
Si  9.6694  8.1905  29.2464
Si  0.0051  9.5563  29.1839
Si  3.8706  9.558  29.144
Si  7.7333  9.5522  29.2409
Si  0.0005  -0.001  31.1258
Si  3.8561  0.0035  31.0984
Si  7.728  0.0187  31.1496
Si  1.9268  1.3739  31.1496
Si  5.7852  1.3762  31.1019
Si  9.6738  1.373  31.126
Si  0.0109  5.4644  31.1297
Si  3.8625  5.4698  31.1357
Si  7.7377  5.4509  31.1562
Si  1.9359  6.8437  31.1503
Si  5.8013  6.8233  31.1488
Si  9.6747  6.82  31.1733
Si  1.9254  2.7559  1.0208
Si  5.7696  2.747  0.9776
Si  9.6856  2.7351  1.0177
Si  0.001  4.1363  1.0183
Si  3.845  4.1401  1.0292
Si  7.7336  4.0864  1.0328
Si  1.9271  8.1983  1.0564
Si  5.7864  8.2255  0.9931
Si  9.6712  8.2191  1.0299
Si  0.0053  9.5889  1.0157
Si  3.8453  9.5888  0.9953
Si  7.7326  9.5715  1.006
Si  11.6282  -0.0285  2.9985
Si  3.8292  -0.0318  2.9912
Si  7.7359  0.0187  2.9199
Si  1.9284  1.3801  2.9427
Si  5.7855  1.3303  2.8651
Si  9.6816  1.3442  2.9476
Si  11.6121  5.5703  2.9137
Si  3.8244  5.5615  2.9463
Si  7.7292  5.52  2.9319
Si  1.9094  6.9854  3.1222
Si  5.7967  6.859  2.9141
Si  9.6568  6.8907  2.9932
Si  1.9056  2.8347  4.8257
Si  5.8276  2.7309  4.7379
Si  9.5985  2.7981  4.8162
Si  11.5319  4.146  4.7843
Si  3.9128  4.1125  4.8185
Si  7.712  4.1973  4.8828
B  1.8587  8.1877  4.8482
Si  5.7313  8.2795  4.7969
Si  9.6946  8.3274  4.9142
Si  11.8384  9.4342  4.8832
Si  3.6163  9.3204  4.8097
Si  7.7077  9.667  4.8961
Si  11.6168  0.1422  6.6909
Si  3.7439  -0.0817  6.6002
Si  7.7115  0.0714  6.8995
Si  2.0347  1.4777  6.7427
Si  5.6973  1.2705  6.591
Si  9.6875  1.4911  6.7741
Si  11.5691  5.5582  6.6613
Si  3.9063  5.4883  6.741
Si  7.7243  5.6695  6.8137
Si  1.9573  6.8341  6.4536
Si  5.7946  6.9594  6.728
Si  9.7381  7.0177  6.8963
O  9.9642  7.9596  8.2931
O  7.6521  9.9444  8.2133
O  7.3729  4.722  8.1504
O  3.3924  10.3775  8.1873
O  1.9981  7.6333  7.9309
O  3.9094  4.5964  8.1882
O  9.9033  2.4442  8.1448
O  2.5767  2.3115  8.1222
O  11.472  4.629  8.0542
O  5.3054  2.359  7.7874
O  5.8168  7.9709  8.0738
O  11.2693  10.314  8.1218
O  11.2791  10.0834  21.8129
O  3.237  10.7145  21.5345
O  5.7803  7.7707  22.1756
O  4.2246  4.4521  21.9554
O  7.6813  9.6862  22.2045
O  10.3137  7.6728  22.1973
O  1.6201  2.4035  22.1171
O  5.9461  2.4404  21.8921
O  8.4426  4.7044  22.2272
O  -0.0678  4.4499  22.0491
O  2.3435  7.3615  21.9403
O  9.1238  1.8736  21.8717
Si  1.8917  7.8044  9.5164
Si  5.0391  0.5718  17.684
Si  2.495  5.4276  13.9684
Si  10.5641  3.8659  14.0249
Si  8.2745  2.3956  15.2428
Si  9.5467  2.2438  20.3501
Si  10.5762  3.6672  9.0066
Si  0.0428  2.3257  11.5314
Si  11.0354  8.1346  15.372
Si  5.1733  6.9339  13.9629
Si  5.75  2.6299  11.0809
Si  8.5866  7.6705  19.3986
Si  8.1206  4.8493  20.6431
Si  5.9277  9.5925  15.1873
Si  2.1127  7.6313  20.3585
Si  1.924  4.8927  18.7825
Si  4.5005  3.4411  18.0185
Si  8.5153  8.9269  16.8143
Si  0.8288  9.4838  13.267
Si  9.9123  10.6629  11.69
Si  5.3534  3.7074  21.0278
Si  0.6005  5.5271  16.2307
Si  10.7551  9.1456  9.1119
Si  6.5706  8.8941  21.3034
Si  7.1415  7.1005  11.4631
Si  2.6809  0.7355  12.1909
Si  10.8905  8.6805  21.0615
Si  6.0279  4.3251  15.6215
Si  7.084  0.5071  12.9489
Si  4.0126  2.9968  8.5515
Si  0.8847  6.7504  11.8284
Si  6.5704  9.0377  9.0533
Si  0.6666  3.29  21.1519
Si  9.8122  6.5134  12.8642
Si  7.7431  4.5208  9.7155
Si  3.9891  10.0682  20.2261
Si  4.2688  3.0376  13.5046
Si  3.8541  10.0118  9.7062
Si  8.0634  0.7846  18.0221
O  11.5034  3.2201  12.8792
O  9.3688  4.4536  9.8034
O  8.8077  3.6085  19.8703
O  4.0443  -0.0721  18.809
O  11.3357  4.545  15.2814
O  9.8409  9.7937  10.3083
O  3.7681  1.5338  13.1212
O  0.6547  9.0691  14.8392
O  6.4796  0.964  18.3739
O  4.7667  3.1711  19.6101
O  6.2387  1.1896  11.7219
O  0.5193  8.6363  9.8411
O  5.643  4.3129  17.2198
O  8.4564  7.2242  12.3934
O  4.4067  2.6822  10.1239
O  2.0762  5.6545  15.5289
O  3.3845  0.0661  10.8967
O  5.9061  7.2015  12.5266
O  2.297  6.3514  19.3845
O  0.6682  4.9418  17.7467
O  8.4189  10.7185  12.3493
O  5.4755  10.0485  9.7063
O  0.5965  8.1902  20.2223
O  9.7675  2.6187  14.6809
O  2.0038  10.5908  13.1967
O  9.9504  9.094  16.0873
O  6.1634  10.3662  13.767
O  7.4619  1.6167  14.0789
O  1.6314  3.9191  20.0286
O  5.8924  5.7914  14.9092
O  7.3424  8.9498  15.6992
O  1.5189  1.6784  11.5871
O  7.2107  8.2742  10.3426
O  4.3253  1.9846  17.2885
O  7.0554  3.154  10.2681
O  11.5641  7.0139  16.4182
O  8.3132  10.1468  17.8368
O  3.2379  8.544  10.0568
O  7.5791  3.8458  15.5086
O  3.1459  4.3084  17.9026
O  2.9125  3.8977  13.6648
O  1.3281  8.2047  12.4116
O  1.229  5.6774  12.9933
O  4.9915  8.3071  14.834
O  11.1691  2.3892  20.3453
O  10.9777  10.0021  12.7338
O  5.3015  3.5768  12.3489
O  5.0785  3.1968  14.9072
O  6.4894  4.8043  20.5697
O  8.3901  1.5679  16.6365
O  10.4237  1.2469  11.4127
O  10.8738  6.6117  11.6249
O  3.2515  8.6734  19.8602
O  1.704  6.4548  10.4444
O  7.1716  8.1963  19.9814
O  8.5032  7.5918  17.7651
O  3.6821  6.4436  13.5753
O  9.5698  4.965  13.3254
O  5.5224  9.9852  20.7486
O  10.3518  7.3597  14.1294
O  8.7865  6.1655  19.9728
O  7.1314  5.6912  10.6617
O  5.2629  10.5415  16.3655
O  9.051  1.1607  19.2519
O  11.6061  3.1901  10.1655
O  9.745  8.7093  19.8998

Results
free energy: -144146.859 eV
free energy less fixed offsets of B -154.04, O -568.88, Si -635.61 eV per atom: 5.441 eV

Forces (eV/angstrom), in the order of the atoms: element, x, y, z
Si  -0.0052  -0.0209  -0.0141
Si  -0.0059  -0.0145  -0.0226
Si  0.002  -0.02  -0.0051
Si  -0.001  0.0193  -0.0047
Si  0.004  0.0221  -0.0073
Si  -0.0098  0.0134  -0.0188
Si  0.0029  -0.0118  -0.0085
Si  -0.0038  -0.0114  -0.0054
Si  0.0039  -0.0157  -0.0039
Si  0.0054  0.0126  -0.0107
Si  -0.0001  0.0157  -0.0035
Si  -0.0053  0.0108  -0.0067
Si  -0.002  0.0116  0.0061
Si  -0.0044  0.012  0.0108
Si  0.0016  0.0157  0.008
Si  -0.002  -0.01  0.0023
Si  0.0071  -0.0129  0.0017
Si  0.0022  -0.0147  -0.0066
Si  -0.0027  0.0066  -0.0048
Si  0.0041  0.0084  -0.0047
Si  0.0024  0.0119  -0.0058
Si  0.0011  -0.0044  0.0116
Si  -0.0015  -0.0047  0.0088
Si  -0.0043  -0.0056  0.003
Si  0.0068  0.0016  -0.0024
Si  -0.0045  -0.0048  0.0042
Si  -0.0027  0.0073  -0.0049
Si  -0.0025  -0.0045  -0.0019
Si  0.0037  -0.0035  0.0021
Si  -0.003  -0.0059  0.0012
Si  -0.0053  0.0005  -0.0057
Si  0.0049  0.0038  -0.0048
Si  -0.0019  0.0065  -0.0054
Si  0.0011  0.0071  0.0079
Si  -0.0084  -0.0005  0.0026
Si  0.0071  -0.006  0.0037
Si  0.0155  0.0048  0.0011
Si  -0.0012  0.0069  -0.0133
Si  0.0086  0.0105  -0.014
Si  -0.0055  -0.0031  0.0067
Si  -0.0104  -0.0124  0.008
Si  -0.0049  -0.0057  0.0161
Si  -0.002  -0.0022  -0.0091
Si  -0.0088  0.0044  0.015
Si  -0.0072  0.0082  0.0169
Si  0.0009  -0.0026  -0.0103
Si  0.0099  -0.0028  -0.0216
Si  0.0083  -0.0062  0.0093
Si  0.0072  -0.0007  0.0026
Si  -0.0056  -0.0004  0.0011
Si  -0.0012  -0.0013  -0.0013
Si  -0.0027  0.001  -0.0114
Si  0.0042  -0.004  0.0013
Si  -0.0051  -0.0105  0.0051
Si  -0.0015  0.008  -0.0066
Si  0.0057  0.0182  -0.0144
Si  0.0008  0.0103  -0.0038
Si  0.0013  -0.0016  0.0037
Si  0.003  -0.0044  0.0003
Si  -0.0029  -0.0063  -0.0023
Si  0.006  -0.0243  -0.0009
Si  0.0062  -0.0124  -0.012
Si  0.0005  -0.0117  -0.0098
Si  -0.0096  0.0083  -0.0081
Si  -0.0074  0.0071  -0.0054
Si  0.0017  0.0103  0.0002
Si  -0.0043  0.0106  0.0001
Si  -0.0035  0.0124  0.0018
Si  -0.0056  0.0186  0.0209
Si  -0.0029  -0.0024  0.0153
Si  0.0024  0.0094  0.0232
Si  0.0068  -0.0051  -0.0044
Si  0.0234  -0.0458  -0.0319
Si  -0.0024  -0.047  -0.0425
Si  0.0019  -0.008  -0.0054
Si  0.0005  0.002  0.044
Si  -0.0104  0.0056  -0.0101
Si  -0.0048  0.0066  0.0081
Si  -0.0209  -0.0568  0.0324
Si  0.0174  -0.0392  0.0507
Si  0.005  -0.035  0.005
Si  -0.0395  0.1969  0.1229
Si  -0.0023  0.041  -0.0003
Si  0.0115  0.0502  -0.0102
Si  -0.0144  0.0269  -0.0034
Si  -0.0002  0.0446  0.0238
Si  -0.0135  0.021  0.0168
Si  0.0516  -0.0054  -0.0405
Si  -0.0484  -0.0224  -0.0632
Si  0.0003  0.0015  -0.0208
B  0.6206  -0.5782  -0.1795
Si  0.1073  -0.1037  -0.028
Si  0.0103  -0.0748  -0.0193
Si  -0.3955  0.3994  0.0486
Si  -0.2644  0.1735  0.1151
Si  -0.0023  0.0286  -0.0013
Si  0.0083  -0.0692  -0.0157
Si  -0.0305  -0.1338  -0.068
Si  0.0151  0  0.0304
Si  0.0467  0.0287  0.0122
Si  -0.0306  0.0287  0.0654
Si  0.0135  0.0216  0.0417
Si  -0.0835  -0.131  0.0582
Si  0.0762  -0.0914  0.1108
Si  -0.011  -0.1123  0.0185
Si  -0.0316  0.2963  0.0085
Si  -0.0488  0.1047  0.0223
Si  0.0438  0.0929  0.0238
O  -0.0187  -0.0548  -0.021
O  0.0081  0.0152  -0.0077
O  0.0009  0.0472  -0.0582
O  0.0124  0.0088  0.0349
O  -0.0027  -0.1004  -0.1343
O  -0.01  0.097  -0.0528
O  -0.0094  -0.0226  -0.0184
O  -0.0174  0.0005  -0.0013
O  0.0176  0.0549  -0.0285
O  0.0373  -0.0174  -0.0395
O  -0.0141  -0.0753  -0.0411
O  -0.018  0.0043  0.0233
O  0.0046  0.0282  0.0039
O  -0.0072  0.0201  0.0199
O  -0.0057  -0.0224  -0.0017
O  -0.0115  0.0133  0.0006
O  0.007  0.0201  -0.0037
O  -0.0094  -0.0185  0.0062
O  0.0122  -0.0281  0.0044
O  0.0021  -0.0337  0.0062
O  -0.0031  0.0101  0.0068
O  -0.0032  0.0209  0.001
O  -0.001  -0.0169  0.0107
O  0.0002  -0.0201  0.0215
Si  -0.0171  0.0177  0.0354
Si  0.0098  0.0059  0.0065
Si  0.0074  -0.0005  -0.0465
Si  -0.007  -0.0073  -0.0336
Si  0.0028  0.0047  -0.0284
Si  -0.0025  0.001  0.0025
Si  -0.0036  -0.0214  0.0321
Si  0.005  -0.0129  -0.0442
Si  0.0027  0.0009  -0.021
Si  -0.0047  -0.0028  -0.0368
Si  -0.0056  -0.0176  -0.0482
Si  0.0001  0.0014  0.0126
Si  0.0018  0.0035  0.0176
Si  0.0017  -0.0023  -0.0297
Si  0.0003  -0.0053  0.0151
Si  0.0002  0.0006  0.0054
Si  0.0062  -0.0014  0.0025
Si  0.0022  0.0044  0.0001
Si  0  -0.0049  -0.0526
Si  0.0056  0.0024  -0.0588
Si  -0.0007  0.0073  -0.0007
Si  -0.0002  -0.0008  -0.0226
Si  0.0342  0.0399  0.006
Si  -0.0015  -0.0004  0.0117
Si  0.0003  0.0082  -0.0386
Si  -0.0026  -0.0016  -0.0599
Si  0.0002  -0.013  0.0052
Si  0.0035  -0.0009  -0.0231
Si  0.0016  0.0006  -0.0518
Si  0.0144  -0.0823  0.0123
Si  -0.0005  0.0209  -0.0351
Si  -0.0055  0.0493  0.0425
Si  -0.0055  0.0045  0.0025
Si  0.0006  0.0012  -0.045
Si  0.001  -0.0049  0.0256
Si  0.0087  -0.0054  -0.0001
Si  -0.0031  -0.0016  -0.0399
Si  0.0126  0.0192  -0.0591
Si  -0.0092  -0.0052  0.0042
O  0.0072  -0.0004  0.0153
O  0.0011  -0.0047  0.0032
O  -0.0007  0.0017  -0.0114
O  -0.0079  -0.011  0.0046
O  0.0045  0.0048  0.0157
O  0.0012  -0.0095  0.0048
O  -0.0022  -0.0063  0.02
O  -0.0042  -0.0021  0.0064
O  0.0037  -0.0028  -0.0124
O  0.0066  0.0045  0.0131
O  0.0005  0.0089  0.0348
O  0.0132  -0.0241  -0.0146
O  -0.0087  -0.0038  0.0022
O  -0.0095  -0.0045  0.0189
O  -0.0112  0.0179  -0.0096
O  -0.0101  0.0003  0.0121
O  0.0042  0.001  0.0303
O  0.0078  -0.0003  0.0244
O  0  0.0143  -0.0065
O  0.0076  -0.0032  0.0023
O  0.0059  -0.0033  0.0277
O  -0.0032  -0.0284  0.01
O  -0.0075  0.0038  -0.0126
O  -0.0001  0.0023  0.0147
O  0.0037  0.0026  0.0208
O  -0.0031  0  0.0024
O  -0.0019  -0.0006  0.0241
O  -0.0049  -0.004  0.0171
O  -0.0115  -0.0119  0.0031
O  0.001  0.0025  0.0128
O  0.0015  -0.0028  0.0079
O  -0.0014  -0.0008  0.0322
O  -0.0045  0.0041  0.003
O  -0.0001  0.0005  -0.0049
O  0.0172  0.0133  0.023
O  0.0018  0.0002  0.0001
O  0.0028  0.0078  -0.015
O  -0.0078  0.0008  0.009
O  -0.0006  0.0022  0.008
O  -0.0054  0.0012  -0.0031
O  -0.0032  0.0021  0.0247
O  0.0009  -0.018  0.0259
O  -0.0021  0.0121  0.0223
O  0.0036  0.0033  0.0128
O  0.0049  0.0027  -0.0093
O  -0.0077  0.004  0.0254
O  0.0054  -0.0016  0.0165
O  -0.0001  0.0012  0.0118
O  -0.0021  -0.003  -0.0133
O  0  -0.0089  0.0155
O  -0.0018  -0.0003  0.0301
O  0.0042  -0.0013  0.0215
O  -0.0028  0.0006  -0.0127
O  -0.0034  0.0166  0.0086
O  -0.0105  0.0072  -0.0048
O  0.0012  -0.0047  0.0073
O  0.0005  -0.0009  0.0234
O  0.0022  0.0037  0.0214
O  0.0058  -0.0021  -0.0077
O  0.0011  -0.0008  0.0146
O  -0.0045  -0.0087  -0.0122
O  0.0097  -0.0084  0.0136
O  -0.0055  0.0063  0.0074
O  0.0095  0.0124  0.0001
O  -0.0126  0.0184  -0.0089
O  0.0109  0.006  -0.0041

The program warned: the cutoff lies below the one the program advises for these potential files; the exchange-correlation potential is rough where the density is thin.
